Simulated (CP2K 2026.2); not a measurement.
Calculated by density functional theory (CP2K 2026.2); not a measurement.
Periodic cell of 547 atoms, Si316O221N10, from a study of silicon, its oxide and their interface. The atomic structure is a simulated model.
Doubt: the forces sum to 2.03 eV/angstrom along one axis rather than to zero, so they err by at least 0.0037 eV/angstrom per atom on average; the grid cutoff is modest.

Settings: functional PBE; method Gaussian and plane waves; basis set DZVP-MOLOPT-SR-GTH; pseudopotentials GTH-PBE; grid cutoff 350 Ry, relative cutoff 50 Ry; k points Gamma only; occupations fixed; spin none; net charge 0.

Cell vectors (angstrom)
a	16.3305	0	0
b	0	16.3305	0
c	0	0	34.3862

Atoms and the computed forces on them: element, x, y, z (angstrom), force x, y, z (eV/angstrom)
Si	15.887	0.368	34.335	0.141	-0.178	0.806
Si	2.554	2.61	0.201	0.072	0.238	0.69
Si	15.807	6	34.273	0.188	-0.137	0.732
Si	2.563	8.548	0.271	-0.07	-0.199	0.713
Si	0.338	10.656	0.154	-0.119	0.103	0.814
Si	3.115	13.17	34.329	-0.245	0.426	0.8
Si	5.897	16.058	34.176	-0.235	0.142	0.691
Si	8.06	3.024	34.234	0.098	-0.146	0.727
Si	5.748	5.181	34.313	-0.172	0.095	0.765
Si	8.438	7.885	0.019	-0.167	0.245	0.812
Si	5.357	10.977	0.272	0.213	-0.113	0.748
Si	8.132	13.896	0.217	-0.077	-0.156	0.647
Si	10.98	16.056	0.26	-0.077	0.387	0.69
Si	13.716	2.711	34.204	-0.217	0.142	0.718
Si	10.692	5.772	0.211	0.001	-0.119	0.85
Si	13.64	8.191	0.353	0.026	-0.014	0.541
Si	11.483	10.39	0.09	-0.195	-0.003	0.768
Si	13.274	13.821	34.348	0.416	-0.314	0.614
Si	1.178	1.293	1.442	-0.057	-0.037	-0.022
Si	4.078	4.078	1.248	-0.028	0.052	-0.055
Si	1.255	6.887	1.285	0.029	-0.081	-0.065
Si	4.098	9.588	1.639	0.02	0.026	-0.018
Si	1.462	12.268	1.395	0.035	-0.008	-0.107
Si	4.17	14.969	1.101	-0.005	0.017	-0.067
Si	6.899	1.386	1.167	0.008	0.005	-0.046
Si	9.497	4.138	1.366	-0.042	0.006	-0.09
Si	6.812	6.773	1.321	0.004	-0.024	-0.064
Si	9.647	9.462	1.311	-0.028	0.051	-0.071
Si	6.917	12.271	1.412	0.03	0.012	-0.039
Si	9.512	15.011	1.688	-0.026	-0.04	-0.024
Si	12.19	1.489	1.225	0.005	-0.005	-0.037
Si	14.878	4.233	1.218	0.035	-0.029	-0.042
Si	12.216	6.852	1.6	0.006	0.004	-0.067
Si	15.086	9.57	1.521	0.026	0.013	-0.076
Si	12.362	12.15	1.372	-0.007	0.039	-0.052
Si	14.908	14.992	1.241	-0.01	-0.024	-0.094
Si	16.232	2.83	2.669	-0.016	0.014	0.027
Si	2.733	16.256	2.583	0.037	-0.022	0.007
Si	0.042	8.152	2.838	-0.011	0.037	0.055
Si	2.688	5.471	2.593	-0.017	-0.002	0.019
Si	0.017	13.67	2.62	-0.029	-0.001	0.001
Si	2.725	10.963	2.902	-0.02	0.018	0.039
Si	5.45	2.691	2.591	0.044	-0.025	0.016
Si	8.129	0.147	2.795	-0.019	0.022	0.034
Si	5.474	8.099	2.761	0.03	-0.021	0
Si	8.136	5.457	2.757	0.009	0.028	0.049
Si	5.459	13.661	2.665	-0.044	-0.007	0.015
Si	8.278	10.855	2.69	0.008	-0.038	0.009
Si	10.864	2.765	2.687	0.033	0.005	-0.028
Si	13.554	0.057	2.623	-0.022	-0.005	0.035
Si	10.861	8.214	2.881	-0.005	0.005	0.057
Si	13.589	5.416	2.788	0.012	-0.022	0.03
Si	10.934	13.497	2.777	0.022	0.005	-0.006
Si	13.718	10.943	2.825	-0.025	-0.016	0.039
Si	1.354	4.115	4.023	0.001	-0.002	-0.009
Si	4.07	1.345	3.966	0.01	0.01	-0.008
Si	1.378	9.526	4.186	-0.001	0.006	0.007
Si	4.045	6.766	4.064	-0.027	-0.013	0
Si	1.385	14.97	4.02	0.03	-0.004	0.027
Si	4.133	12.337	4.123	0.007	0.003	-0.001
Si	6.761	4.055	4.05	0.016	0.001	-0.023
Si	9.533	1.446	4.115	-0.016	-0.018	0.021
Si	6.863	9.499	4.056	0.008	0.017	-0.006
Si	9.494	6.8	4.155	0	-0.04	-0.01
Si	6.767	15.036	4.064	0	-0.02	-0.017
Si	9.56	12.195	4.136	0.01	-0.009	0.011
Si	12.22	4.064	4.105	-0.034	0.007	0.008
Si	14.914	1.406	4.027	0.001	0	-0.017
Si	12.293	9.572	4.15	-0.009	0.017	-0.024
Si	14.975	6.784	4.13	0.014	0.009	-0.023
Si	12.27	14.985	4.048	0.012	0.028	-0.024
Si	15.061	12.324	4.106	0.037	0.014	0.005
Si	0.017	0.044	5.363	0.002	-0.015	-0.012
Si	2.72	2.721	5.371	0.007	0.009	-0.001
Si	0.025	5.443	5.465	-0.009	-0.017	-0.016
Si	2.737	8.132	5.488	0.029	-0.007	0.01
Si	0.004	10.895	5.49	-0.001	0.014	0.017
Si	2.712	13.636	5.445	0.005	-0.009	0.015
Si	5.406	0.043	5.422	-0.01	-0.003	-0.008
Si	8.149	2.776	5.462	0.002	0.013	0.006
Si	5.396	5.401	5.437	0.006	0	0
Si	8.145	8.152	5.504	0.01	0.002	0
Si	5.467	10.876	5.401	0.001	0.001	-0.004
Si	8.147	13.625	5.385	-0.01	0.013	0.003
Si	10.887	0.015	5.41	-0.002	-0.003	0.01
Si	13.585	2.719	5.452	-0.015	-0.003	-0.001
Si	10.879	5.434	5.467	0.021	0.01	0.008
Si	13.622	8.152	5.477	0	-0.008	0.022
Si	10.923	10.886	5.519	-0.004	0.001	0.008
Si	13.669	13.672	5.432	-0.022	-0.036	0.001
Si	1.362	1.38	6.767	0.017	0.007	0.003
Si	4.042	4.067	6.824	0.024	0.005	-0.002
Si	1.37	6.779	6.869	-0.012	-0.003	0.001
Si	4.1	9.518	6.801	-0.01	-0.006	-0.007
Si	1.391	12.237	6.808	0.03	0	-0.007
Si	4.055	15.015	6.777	-0.023	-0.013	0.003
Si	6.773	1.405	6.795	0.024	0.01	0.006
Si	9.514	4.108	6.839	-0.009	0.005	-0.006
Si	6.756	6.769	6.825	0.004	0.011	0.002
Si	9.547	9.497	6.837	0.019	0.016	0.006
Si	6.804	12.241	6.751	-0.017	-0.022	-0.022
Si	9.504	14.99	6.745	-0.015	-0.01	0.007
Si	12.234	1.373	6.805	0.012	-0.01	0.001
Si	14.963	4.089	6.798	0.001	-0.008	-0.002
Si	12.261	6.777	6.817	-0.025	-0.023	0.001
Si	14.984	9.499	6.841	-0.017	0.005	-0.01
Si	12.32	12.28	6.792	0.018	0.028	-0.002
Si	15.035	15.007	6.795	-0.003	0.019	0.004
Si	0.005	2.75	8.141	-0.009	0.005	-0.012
Si	2.712	0.012	8.158	0.023	-0.011	0.005
Si	16.324	8.124	8.233	-0.013	0	0.015
Si	2.705	5.414	8.259	-0.001	-0.013	0.019
Si	0.057	13.599	8.162	0.022	-0.061	0.002
Si	2.695	10.837	8.172	-0.009	0.022	-0.004
Si	5.414	2.737	8.206	-0.022	0.024	-0.005
Si	8.162	0.043	8.117	-0.006	-0.04	0
Si	5.403	8.139	8.187	-0.016	0	0.005
Si	8.145	5.436	8.207	0.009	-0.013	-0.003
Si	5.408	13.6	8.075	-0.007	-0.002	-0.006
Si	8.139	10.871	8.121	0.001	0.005	0
Si	10.899	2.758	8.181	-0.009	-0.01	-0.006
Si	13.643	0.038	8.129	-0.015	0.014	0.011
Si	10.911	8.121	8.175	0.003	-0.003	0.007
Si	13.622	5.436	8.201	-0.011	0.011	-0.009
Si	10.9	13.633	8.07	0.005	0.01	-0.007
Si	13.634	10.874	8.172	0.003	0.004	0.006
Si	1.31	4.048	9.615	-0.023	-0.001	0.003
Si	4.045	1.356	9.551	-0.023	0.007	0.009
Si	1.341	9.484	9.599	0.04	0.003	0.014
Si	4.039	6.831	9.621	0.03	0.032	0.008
Si	1.407	14.948	9.541	0.025	0.024	0.034
Si	4.042	12.253	9.453	0	-0.027	-0.007
Si	6.788	4.084	9.591	0.026	-0.02	0.014
Si	9.534	1.399	9.508	-0.045	0.006	0.006
Si	6.785	9.502	9.504	0.03	0.015	-0.021
Si	9.537	6.79	9.541	0.026	0.03	0.006
Si	6.766	14.976	9.395	0.004	0.024	0.011
Si	9.555	12.232	9.388	0.012	0.012	-0.014
Si	12.257	4.109	9.586	-0.027	-0.015	0.011
Si	14.984	1.409	9.502	0.019	0.009	-0.023
Si	12.288	9.474	9.514	0.002	-0.015	-0.011
Si	14.966	6.756	9.623	-0.013	-0.029	0.007
Si	12.245	15.002	9.422	-0.017	-0.012	0.008
Si	15.065	12.179	9.51	-0.014	-0.01	-0.007
Si	0	0.005	10.805	0.026	0.011	0.034
Si	2.614	2.61	10.961	0.051	0.01	0.014
Si	16.304	5.401	11.049	0.005	-0.015	0.001
Si	2.665	8.179	11.05	-0.005	-0.016	0.05
Si	0.005	10.806	11.024	-0.062	0.003	0
Si	2.748	13.547	10.936	0.046	-0.038	0.055
Si	5.425	16.274	10.83	0.006	-0.012	0.004
Si	8.168	2.692	10.934	0.022	0.009	-0.01
Si	5.431	5.478	10.951	0.032	0.004	-0.013
Si	8.144	8.133	10.865	-0.041	0.046	0.005
Si	5.404	10.916	10.779	0.003	0.009	-0.014
Si	8.237	13.678	10.653	0.009	-0.004	-0.001
Si	10.964	0.077	10.83	0.007	-0.031	0.013
Si	13.664	2.757	10.927	0.009	0.02	0.001
Si	10.895	5.488	10.959	0.003	0.001	0.025
Si	13.657	8.183	10.971	-0.011	0.043	0.001
Si	10.813	10.789	10.752	-0.018	-0.007	0.031
Si	13.606	13.564	10.661	0.006	0.022	-0.017
Si	1.282	1.153	12.393	-0.057	-0.047	0.002
Si	4.01	4.052	12.168	-0.058	0.01	0.006
Si	1.28	6.781	12.469	0.017	0.041	-0.011
Si	4.046	9.708	12.28	0.004	-0.023	-0.089
Si	1.35	12.211	12.352	0.024	0.026	-0.006
Si	4.167	14.898	12.279	0.058	0.037	-0.043
Si	6.84	1.18	12.222	-0.008	-0.046	-0.031
Si	9.518	4.111	12.29	0.029	0.042	-0.009
Si	6.804	6.873	12.333	0.022	-0.001	-0.018
Si	9.452	9.5	12.226	0.005	-0.016	-0.035
Si	6.884	12.311	11.925	-0.008	-0.041	-0.076
Si	9.583	14.996	12.056	-0.045	0.032	-0.079
Si	12.357	1.372	12.273	0.022	-0.005	-0.001
Si	14.957	4.018	12.462	0.059	0.038	0.019
Si	12.238	6.922	12.339	-0.023	-0.017	-0.051
Si	15.01	9.421	12.499	-0.025	-0.058	0
Si	12.284	12.125	11.91	0.06	-0.022	-0.081
Si	14.889	14.963	11.997	-0.045	-0.039	-0.074
Si	16.207	2.461	13.862	-0.078	-0.006	0.042
Si	2.556	15.856	13.723	-0.017	-0.071	0.018
Si	0.064	8.114	14.103	0.03	-0.012	0.014
Si	2.688	5.306	13.662	-0.006	0.037	-0.021
Si	16.037	13.559	13.39	0.001	0.004	0.055
Si	2.86	11.109	13.845	-0.021	0.042	-0.006
Si	5.244	2.491	13.357	-0.051	-0.052	-0.011
Si	8.348	16.204	13.635	-0.036	0.036	0.116
Si	5.462	8.387	13.587	0.016	0.055	0.026
Si	8.075	5.43	13.725	0.001	-0.075	0.022
Si	5.884	13.704	13.445	-0.003	0.097	0.041
Si	8.05	10.996	13.388	-0.03	0.038	0.059
Si	11.06	2.811	13.585	-0.006	0.052	0.043
Si	13.662	16.174	13.547	-0.013	0.005	0.099
Si	10.758	8.212	13.715	0	-0.049	0.017
Si	13.647	5.606	13.702	-0.003	0.021	0.043
Si	10.956	13.5	13.136	0	-0.038	0.032
Si	13.385	10.831	13.491	-0.017	-0.069	0.066
Si	1.619	3.558	14.977	-0.263	0.319	-0.722
Si	3.763	1.213	14.726	0.21	-0.266	-0.586
Si	1.912	9.373	15.245	-0.173	0.013	-0.511
Si	4.06	6.928	14.707	-0.14	0.033	-0.48
Si	0.889	14.546	15.093	0.135	0.252	-0.523
Si	4.572	12.597	14.912	-0.221	-0.07	-0.439
Si	6.915	3.496	14.614	-0.464	0.585	-0.412
Si	9.423	1.653	14.732	0.515	-0.509	-0.458
Si	6.47	10.145	14.893	-0.062	-0.125	-0.747
Si	9.636	6.617	15.062	0.079	-0.131	-0.543
Si	7.54	14.559	15.107	-0.048	0.095	-0.598
Si	9.584	12.295	14.526	-0.198	0.148	-0.405
Si	12.097	4.434	14.928	-0.097	-0.057	-0.596
Si	15.152	0.632	15.208	0.171	0.146	-0.672
Si	11.681	10.028	14.918	0.111	-0.226	-0.805
Si	14.838	6.673	15.505	0.358	-0.104	-0.594
Si	12.299	14.618	14.627	0.082	0.045	-0.559
Si	14.483	12.418	14.721	-0.145	0.12	-0.52
Si	13.82	4.418	17.355	0.167	0.047	-0.351
Si	9.612	2.508	17.763	-0.043	0.081	-0.37
Si	14.769	2.295	22.803	-0.068	-0.038	-0.285
Si	8.086	15.349	22.944	-0.079	-0.033	0.031
Si	1.499	14.057	19.54	-0.073	0.157	-0.145
Si	7.052	1.829	19.177	0.158	-0.075	-0.264
Si	10.161	5.488	27.629	0.012	-0.064	0.171
Si	4.748	5.098	16.976	0.095	0.016	-0.212
Si	10.36	15.862	31.644	0.209	-0.102	0.162
Si	2.12	14.586	23.991	-0.063	0.007	-0.007
Si	14.102	13.096	25.253	0.047	0.029	-0.023
Si	13.83	3.393	20.178	-0.004	-0.018	-0.256
Si	12.291	9.322	28.825	0.11	0	0.309
Si	2.523	7.139	17.069	0.192	0.012	-0.477
Si	7.697	15.275	18.058	-0.122	0.059	-0.54
Si	1.902	9.651	18.324	-0.233	0.164	-0.614
Si	6.624	14.001	20.505	-0.159	0.006	-0.329
Si	1.226	2.243	21.805	-0.075	0.035	-0.163
Si	13.538	8.285	26.219	0.065	-0.003	0.153
Si	16.222	8.242	26.524	0.06	0.1	0.044
Si	13.3	8.884	17.307	0.054	-0.12	-0.237
Si	5.547	4.718	25.883	-0.042	-0.058	0.112
Si	14.845	10.761	21.708	0.044	0.003	-0.282
Si	10.157	14.366	16.586	-0.171	-0.181	-0.317
Si	14.675	11.299	18.579	0.005	0.057	-0.267
Si	2.526	1.172	28.331	-0.015	-0.008	0.254
Si	16.292	12.825	27.306	-0.081	0.037	0.27
Si	4.047	7.591	29.817	0.064	0.094	0.19
Si	6.645	3.549	21.749	-0.137	0.009	-0.276
Si	10.427	3.431	25.304	-0.075	0.072	0.043
Si	11.366	7.428	19.326	0	-0.009	-0.443
Si	0.977	9.696	21.011	-0.021	0.084	-0.043
Si	12.897	13.52	17.221	0.012	0.086	-0.461
Si	12.605	6.267	29.578	-0.122	0.086	0.252
Si	4.449	5.838	20.957	0.017	-0.179	-0.202
Si	12.485	13.992	23.223	0.092	0.009	-0.079
Si	7.657	2.562	26.281	-0.055	-0.006	0.079
Si	0.417	5.172	17.298	-0.33	0.007	-0.11
Si	2.384	15.469	30.482	-0.037	-0.003	0.279
Si	11.733	1.537	19.68	0.091	0.1	-0.157
Si	5.434	11.531	21.672	0.048	-0.07	-0.164
Si	2.675	12.614	31.294	0.028	0.073	0.305
Si	13.948	0.135	17.907	-0.081	-0.15	-0.407
Si	12.428	1.272	24.598	0.131	-0.012	-0.05
Si	3.723	6.636	32.675	0.18	0.009	0.175
Si	13.179	14.277	31.305	-0.059	0.041	0.269
Si	7.029	6.838	24.32	0.021	0.036	-0.048
Si	4.095	13.972	26.075	0.007	0.058	0.037
Si	14.258	5.174	22.478	-0.017	-0.02	-0.224
Si	11.628	6.5	22.025	0.092	-0.105	-0.161
Si	7.317	9.928	32.573	0.02	-0.067	0.173
Si	0.479	11.775	16.645	0.18	-0.013	-0.268
Si	2.799	11.624	20.126	-0.108	-0.023	-0.071
Si	1.561	15.331	26.773	0.002	-0.02	0.055
Si	2.318	1.437	19.322	-0.058	-0.086	-0.176
Si	15.985	15.177	31.627	-0.096	0.051	0.052
Si	7.973	3.561	28.987	0.079	-0.027	0.168
Si	9.65	11.958	32.742	0.008	0.01	0.161
Si	0.45	16.123	17.643	-0.065	0.117	-0.477
Si	6.326	1.41	23.866	-0.004	0.043	-0.042
Si	6.392	6.582	18.804	0.195	0.02	-0.242
Si	3.897	9.345	25.173	-0.027	-0.018	0.017
Si	7.157	13.671	25.538	-0.035	0.024	-0.075
Si	1.874	4.295	19.863	-0.08	-0.064	-0.171
Si	7.787	8.393	17.068	0.086	-0.17	-0.217
Si	5.03	15.356	16.618	0.111	0.076	-0.372
Si	11.055	5.328	17.408	0.044	0.003	-0.476
Si	14.157	11.888	29.587	-0.121	0.097	0.143
Si	14.908	6.1	27.636	-0.065	-0.085	0.069
Si	2.795	7.791	22.653	-0.01	0.073	-0.13
Si	5.253	5.077	28.954	-0.07	-0.11	0.233
Si	2.98	3.254	30.342	0.08	-0.098	0.327
Si	7.176	11.304	29.837	-0.02	0.058	0.323
Si	0.653	12.651	21.91	0.103	-0.214	-0.213
Si	2.777	11.405	27.068	0.041	0.043	0.181
Si	5.335	2.24	16.815	0.027	-0.322	-0.459
Si	6.929	9.14	22.298	0.008	0.003	-0.166
Si	2.541	7.603	27.102	0.007	-0.001	0.108
Si	11.438	8.658	24.084	-0.066	-0.023	0.084
Si	12.576	11.203	23.53	0.036	0.107	-0.015
Si	9.136	8.044	26.123	0.034	0.013	0.106
Si	9.665	13.519	27.403	0.024	-0.239	0.05
Si	3.955	0.995	32.327	0.151	-0.001	-0.06
Si	16.199	12.023	31.801	0.13	0.074	0.15
Si	0.287	6.379	23.962	-0.093	0.008	-0.072
Si	3.185	2.724	26.069	0.148	0.127	0.05
Si	11.051	16.228	22.263	0.014	-0.034	-0.276
Si	9.12	4.919	22.893	-0.045	-0.022	-0.074
Si	0.989	4.896	26.294	-0.013	0.048	0.139
Si	11.989	14.87	25.911	-0.024	0.015	0.014
Si	4.309	10.653	29.638	-0.05	0.087	0.193
Si	1.469	4.628	32.64	-0.185	0.042	0.07
Si	4.075	15.541	19.645	0.044	-0.003	-0.224
Si	12.075	4.363	32.099	0.095	-0.172	0.192
Si	9.631	10.563	27.92	0.098	0.068	0.206
Si	9.619	2.462	31.445	0.053	-0.065	0.41
Si	8.613	8.204	19.815	-0.112	-0.163	-0.325
Si	6.341	11.007	24.322	-0.03	0.042	-0.105
Si	3.236	1.02	23.572	0.007	0.045	-0.108
Si	8.954	13.511	30.436	-0.115	-0.045	0.327
O	16.136	13.619	32.011	0.206	-0.047	0.092
O	12.518	7.924	29.69	-0.079	0.029	0.173
O	10.28	3.959	17.678	-0.036	0.066	0.316
O	2.608	5.61	33.22	0.158	-0.013	0.369
O	9.855	12.39	31.207	0.596	-0.038	-0.413
O	1.36	0.491	27.409	-0.524	0.417	0.054
O	5.691	14.255	25.97	0.091	0.501	0.038
O	11.437	7.97	22.641	-0.131	0.477	-0.34
O	2.641	13.298	32.773	-0.26	0.085	-0.418
O	15.071	11.435	30.835	-0.227	-0.608	0.146
O	3.019	16.107	31.831	-0.198	-0.362	0.143
O	3.808	8.09	26.212	0.692	-0.403	0.118
O	14.033	5.784	28.947	0.355	-0.398	0.479
O	14.403	2.233	21.195	0.002	-0.557	-0.066
O	15.172	12.383	28.403	-0.002	0.141	-0.241
O	8.233	2.723	18.557	0.059	0.511	0.364
O	7.006	4.019	25.97	0.221	0.177	-0.255
O	3.99	4.256	29.575	0.123	0.064	-0.219
O	5.732	11.239	29.129	-0.117	0.097	-0.396
O	3.766	0.803	19.719	0.356	0.36	0.12
O	15.978	11.309	33.227	-0.326	0.079	-0.12
O	9.276	13.291	33.585	0.302	0.033	0.036
O	7.047	14.907	33.867	0.14	-0.251	-0.371
O	3.45	13.869	24.588	0.401	-0.411	-0.419
O	10.237	16.218	33.217	-0.544	0.333	-0.189
O	0.758	15.597	30.513	-0.106	0.02	-0.444
O	1.963	6.154	26.666	0.143	-0.227	-0.246
O	10.898	3.451	31.479	-0.072	0.112	-0.574
O	10.77	14.597	26.921	0.082	0.526	0.084
O	15.915	7.349	27.861	0.199	0.079	0.514
O	3.443	1.543	33.747	0.199	-0.332	0.261
O	1.482	9.602	34.007	-0.059	0.048	-0.351
O	14.057	0.866	16.436	-0.602	0.191	-0.075
O	13.876	1.402	23.832	0.108	-0.37	0.084
O	15.5	11.551	15.694	-0.195	-0.345	0.091
O	6.664	2.903	16.127	0.189	-0.12	0.542
O	2.34	12.762	19.08	0.197	-0.164	-0.43
O	5.447	11.863	23.258	-0.371	0.452	0.345
N	3.003	7.997	15.66	-0.001	0.1	0.093
O	5.072	5.927	15.605	0.613	0.014	-0.045
N	13.324	13.479	15.534	0.159	-0.073	0.234
O	13.961	7.757	16.354	-0.353	-0.038	-0.14
O	2.634	2.307	15.175	-0.079	-0.153	0.339
O	5.694	1.985	18.34	-0.325	-0.21	0.337
O	13.992	13.983	23.868	0.539	0.268	-0.216
O	10.556	11.181	15.258	-0.108	-0.126	0.399
O	4.358	14.015	15.853	-0.427	0.252	0.019
O	8	8.877	21.137	0.094	0.014	0.382
N	0.08	15.892	15.949	0.097	0.018	0.228
O	7.302	14.052	19.036	0.182	-0.678	-0.057
O	4.344	3.547	16.743	-0.601	0.072	0.282
N	6.763	15.143	16.581	0.004	0.114	0.329
O	4.46	15.191	18.114	-0.182	-0.11	0.284
O	7.449	10.181	23.448	0.698	0.209	0.328
N	10.941	5.577	15.701	-0.02	0.097	0.19
O	7.463	0.269	18.975	0.258	-0.168	0.627
O	1.23	1.244	20.518	-0.49	-0.362	0.187
O	14.232	4.792	20.887	-0.035	0.342	-0.217
O	1.154	3.994	16.476	0.163	-0.262	0.538
O	12.267	9.704	16.39	-0.333	0.093	0.556
O	1.018	6.604	16.831	-0.236	0.495	-0.071
O	3.424	5.873	17.499	-0.349	-0.201	0.557
O	6.509	12.431	20.87	0.407	-0.361	0.012
O	2.758	1.602	24.996	-0.494	-0.086	0.268
O	8.217	5.87	23.824	0.26	0.002	0.074
O	15.884	9.509	21.754	0.046	-0.342	0.28
O	12.235	3.032	20.101	-0.278	0.564	0.38
O	14.445	9.854	17.886	0.618	0.003	-0.068
O	7.545	14.652	21.619	0.396	-0.087	0.057
O	0.422	13.707	20.685	-0.459	0.085	0.201
O	0.771	4.978	18.874	-0.282	0.185	0.468
O	1.367	13.494	23.083	-0.025	0.093	0.265
O	11.17	15.305	15.667	-0.216	0.537	-0.096
O	9.265	15.221	17.626	0.305	0.462	0.257
O	2.509	8.169	18.267	0.29	-0.099	0.566
O	2.565	15.926	23.198	-0.21	-0.173	-0.283
O	3.651	1.878	27.386	0.621	-0.111	0.108
O	6.423	7.658	17.581	-0.51	0.095	-0.137
O	11.485	14.331	24.463	-0.652	-0.108	0.015
O	14.913	9.181	26.348	-0.056	0.644	-0.041
O	14.646	7.136	33.908	-0.154	0.038	-0.514
O	7.663	7.735	25.516	-0.47	0.329	0.463
N	8.946	13.547	15.598	-0.005	-0.115	0.197
O	5.246	14.882	20.533	0.072	0.137	0.627
O	2.106	8.636	21.454	0.267	-0.118	-0.195
O	6.346	2.887	23.195	0.04	0.314	0.514
O	8.263	2.683	14.249	0.002	0.193	-0.282
O	8.343	10.929	28.812	-0.033	-0.085	-0.337
O	9.433	1.744	16.353	0.066	-0.264	0.217
O	10.198	8.239	20.085	0.19	0.516	0.797
O	3.973	6.811	22.151	0.462	-0.002	0.59
O	0.831	14.681	18.238	0.089	-0.344	-0.263
O	1.461	3.339	33.606	-0.644	-0.398	0.045
O	1.103	3.76	21.203	-0.306	0.211	0.543
O	6.72	2.338	20.665	-0.141	-0.241	0.247
O	5.691	9.923	21.559	-0.246	-0.189	-0.101
O	10.208	5.742	22.045	-0.183	0.022	-0.382
O	16.228	7.444	25.111	0.035	0.193	-0.241
O	3.102	10.413	19.115	0.626	-0.163	-0.096
O	0.69	9.54	19.403	-0.669	-0.28	0.153
O	11.327	10.266	23.919	-0.649	0.4	-0.102
O	4.839	0.824	23.634	0.15	-0.101	0.05
O	8.783	7.377	16.264	-0.207	0.2	0.054
O	10.637	4.687	26.305	0.261	-0.028	-0.22
O	8.24	13.846	26.719	-0.138	0.492	0.333
O	14.519	3.811	23.299	0.259	0.232	0.648
O	4.369	3.664	25.459	-0.142	-0.104	-0.603
O	5.101	5.207	27.354	-0.218	0.023	-0.366
O	7.739	14.428	24.23	0.118	0.087	0.154
O	8.123	4.205	21.834	0.294	-0.06	-0.345
O	5.289	6.61	29.484	0.397	0.351	0.009
O	14.433	15.335	31.153	-0.08	0.403	-0.442
O	12.587	9.249	33.985	-0.005	0.212	-0.655
O	2.651	14.987	20.162	-0.171	0.029	0.637
O	13.395	13.498	32.739	0.068	-0.278	-0.208
O	12.466	8.295	18.548	0.123	0.099	0.456
O	12.447	0.093	25.729	0.071	0.177	0.263
O	0.022	1.911	22.838	0.069	-0.318	0.633
O	9.648	15.541	22.615	-0.012	-0.034	-0.002
O	5.473	11.321	15.518	-0.177	-0.155	0.441
O	7.403	0.465	23.138	0.106	0.226	-0.347
N	1.53	11.313	21.245	0.039	-0.005	0.18
O	11.09	0.729	20.899	-0.479	0.004	0.075
O	1.185	13.165	16.05	0.448	0.062	0.401
O	1.694	0.785	17.963	0.369	-0.073	-0.187
O	2.956	10.535	25.719	-0.145	0.284	-0.561
O	0.594	4.981	24.723	-0.025	-0.464	-0.257
O	4.496	9.111	30.101	0.456	-0.128	0.024
O	8.447	9.01	18.41	-0.004	0.648	0.007
O	1.639	6.866	23.266	-0.039	-0.093	0.188
O	12.606	5.333	17.918	0.017	0.531	0.443
O	7.375	9.614	16.125	0.454	0.212	0.356
O	13.013	3.68	16.118	0.084	-0.687	0.031
O	5.409	9.922	25.088	0.337	-0.113	0.418
O	13.526	12.31	18.057	-0.215	0.065	0.173
O	14.821	1.537	33.884	-0.191	-0.067	-0.492
O	6.874	4.095	33.799	0.131	-0.166	-0.574
O	7.836	8.453	32.986	-0.187	-0.409	-0.394
O	10.774	9.908	28.881	-0.079	-0.047	0.377
N	15.131	5.362	16.738	0.051	-0.16	0.144
O	8.849	2.504	32.893	0.088	-0.324	-0.083
O	3.398	6.951	31.147	-0.36	0.139	-0.477
O	12.111	6.603	20.487	0.4	-0.178	-0.009
O	7.833	6.762	19.56	0.177	-0.453	0.352
O	11.844	2.635	25.255	0.14	0.251	0.507
O	2.069	2.357	29.346	-0.707	0.188	-0.237
O	1.385	8.743	26.842	-0.063	0.675	-0.184
O	15.567	12.834	25.849	0.198	-0.003	-0.246
O	13.855	6.703	26.526	-0.253	-0.247	-0.285
O	12.115	12.515	22.692	-0.449	-0.174	-0.5
O	3.188	15.093	26.836	0.293	0.28	0.193
O	12.495	8.896	27.28	-0.267	0.166	-0.446
O	14.532	11.166	20.173	-0.093	-0.058	0.37
O	4.062	12.002	21.008	0.073	0.263	0.03
N	1.455	10.286	16.739	0.002	0.087	0.422
O	11.257	13.431	17.348	-0.33	-0.315	0.591
O	9.211	2.49	25.837	0.077	-0.571	0.126
O	0.049	5.396	32.836	-0.154	-0.022	-0.573
N	4.694	0.735	16.126	0.096	-0.015	0.212
O	14.342	3.49	18.603	0.537	-0.347	0.016
O	4.279	12.059	34.126	-0.103	0.174	-0.295
O	13.45	14.934	17.789	-0.102	0.072	0.377
O	3.057	16.297	29.274	0.528	-0.037	-0.235
O	5.484	4.65	21.409	-0.039	0.085	0.115
O	2.751	13.901	30.308	0.098	-0.1	-0.533
O	11.398	5.757	28.633	-0.086	0.101	-0.201
O	5.934	10.197	33.35	-0.034	-0.105	-0.268
O	15.465	0.264	18.448	0.209	0.18	0.771
O	2.527	3.02	19.104	0.552	0.115	-0.483
O	13.279	10.571	29.201	-0.044	-0.183	0.148
O	11.773	15.114	31.271	-0.014	0.196	-0.139
O	7.158	10.167	31	-0.192	-0.337	-0.304
O	8.559	2.921	30.333	-0.209	-0.183	-0.063
O	10.172	1.001	30.991	0.196	0.092	-0.572
O	15.91	4.905	27.144	-0.173	-0.349	0.295
O	13.255	13.948	26.361	0.285	0.019	0.781
O	5.988	5.191	18.036	0.19	-0.497	0.354
O	3.854	11.584	30.896	0.198	-0.204	0.114
O	5.233	6.797	19.902	-0.241	0.506	0.201
O	1.168	15.104	25.213	-0.432	0.226	-0.284
O	0.622	14.289	27.609	-0.324	0.208	0.216
O	7.469	12.821	30.396	-0.368	0.438	0.22
O	3.823	12.626	26.912	0.431	-0.139	0.191
O	6.549	7.764	23.069	-0.367	-0.42	-0.263
O	13.547	10.359	22.545	-0.307	-0.369	-0.212
O	13.002	0.835	18.98	0.236	0.237	0.483
O	16.13	11.908	18.128	0.401	0.259	0.618
O	3.882	2.25	31.286	0.468	0.152	-0.144
O	13.252	13.158	30.113	-0.171	0.114	-0.554
O	1.869	3.566	26.512	-0.204	-0.093	0.074
O	12.791	5.736	22.849	-0.187	-0.159	0.623
O	7.626	2.394	27.897	-0.018	-0.679	0.077
O	6.613	4.338	29.37	0.167	0.02	0.496
O	2.944	7.532	28.651	-0.35	-0.022	-0.034
O	9.966	3.91	23.828	-0.016	-0.227	-0.382
O	10.22	8.05	24.93	-0.161	-0.047	-0.196
O	12.55	5.457	30.997	0.306	0.185	-0.021
O	3.093	5.253	20.293	-0.151	0.4	-0.104
O	3.389	8.842	23.726	0.33	0.324	-0.133
O	9.566	6.786	33.974	-0.026	0.068	-0.592
O	9.045	4.605	28.386	-0.098	0.04	-0.223
O	13.36	11.689	24.876	-0.011	-0.484	0.286
O	10.11	11.957	27.206	0.45	-0.027	-0.469
O	0.045	16.066	32.92	0.447	0.095	-0.173
O	9.52	13.774	28.978	0.391	0.392	-0.267
O	10.577	1.557	18.591	-0.109	-0.652	-0.107
O	5.416	0.363	32.717	0.355	-0.087	-0.424
O	11.513	5.204	33.34	0.014	-0.059	-0.059
O	5.159	5.942	32.973	0.338	0.182	-0.477
O	8.42	10.982	33.083	-0.033	-0.093	0.589
O	1.895	4.146	31.167	-0.355	0.255	-0.442
O	9.105	14.921	31.215	-0.545	0.053	-0.124
O	5.759	5.961	24.858	-0.177	0.077	-0.383
O	1.32	11.737	31.147	0.067	-0.52	-0.59
O	15.43	6.212	22.875	-0.052	0.358	-0.316
O	12.228	15.108	22.102	0.52	0.098	-0.529
O	11.352	0.91	23.464	-0.398	0.505	0.112
O	12.87	8.354	24.773	0.196	-0.312	-0.445
O	2.692	2.095	22.488	0.477	0.396	0.008
O	15.57	12.041	22.412	-0.233	0.389	0.683
O	13.215	3.38	32.773	0.01	0.153	-0.561
O	12.158	14.992	34.341	0.051	-0.099	-0.079
O	10.482	6.537	18.288	-0.733	0.274	0.248
O	7.029	12.066	25.308	0.381	-0.224	0.203
O	1.22	11.81	27.231	-0.264	-0.214	0.153
O	3.56	8.01	33.486	0.505	0.116	-0.221
O	9.153	9.497	26.815	-0.104	0.204	-0.239
O	9.528	6.911	27.206	-0.149	0.04	0.208
O	3.238	10.653	28.429	-0.401	-0.518	0.069
O	11.003	11.185	33.131	0.214	0.091	-0.614
O	6.753	1.505	25.44	-0.301	-0.256	0.336

Results
total energy: -133405.347 eV
total energy less fixed offsets of N -271.95, O -438.35, Si -107.03 eV per atom: 10.983 eV
